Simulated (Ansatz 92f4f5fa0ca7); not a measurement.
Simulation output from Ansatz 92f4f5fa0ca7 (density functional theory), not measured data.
Periodic cell of 231 atoms, Si140O85As6, from a study of silicon, its oxide and their interface. The atomic structure is a simulated model.
Doubt: the cutoff is far below the 930 eV that the study's wrapper takes by default for these files, so forces and energies are approximate.
This geometry differs little from another in the collection (a relaxation step or a small displacement).

Settings
functional: PBE
potential files: Ansatz PAW
basis: plane waves
wave-function cutoff: 580 eV
density cutoff ratio: 5
exchange-correlation grid ratio: 1
k mesh: 1 x 1 x 1, Gamma-centred
self-consistency stop: 5e-08 eV per atom in the density residual
occupations: fixed
spin: none
net charge: 0

Cell vectors (angstrom)
a  11.6015  0  0
b  0  10.938  0
c  0  0  32.9385

Atoms and the computed forces on them: element, x, y, z (angstrom), force x, y, z (eV/angstrom)
Si  0.059  -0.0282  24.4657  -0.0015  0.0168  -0.0094
Si  4.0035  -0.046  24.3191  -0.001  0.0268  -0.0064
Si  7.9253  -0.0256  24.4296  0.0038  0.0155  -0.0023
As  2.0286  1.3374  24.0627  0.0004  -0.014  -0.002
As  5.9507  1.3831  24.0196  0.0064  -0.0102  -0.0026
Si  9.7846  1.3911  24.5568  -0.0073  -0.019  -0.0004
Si  0.2661  5.7133  24.0405  0.0119  0.0072  0.0099
Si  4.0736  5.4959  24.2975  -0.0049  0.0005  -0.0175
Si  7.9085  5.5546  24.0714  0.0144  0.0089  0.0307
As  2.2089  7.0832  24.0562  0.0075  -0.0144  -0.0078
Si  5.9567  6.9514  24.181  0.0243  -0.0188  0.0183
Si  9.8454  6.8291  24.4491  -0.0182  0.0048  0.0339
Si  2.0149  2.6475  26.1069  -0.005  0.0019  -0.0168
Si  5.9137  2.6506  26.1019  -0.001  0.0013  -0.0021
Si  9.7673  2.9243  26.2466  0.0137  0.003  -0.0135
Si  0.1732  4.1491  25.9707  -0.0113  0.0034  -0.0096
Si  3.9662  4.0194  26.1501  0.0068  0.0136  -0.0116
Si  7.7623  4.1432  26.0491  -0.0155  0.0138  -0.0353
Si  2.0819  8.1332  26.2212  -0.0019  0.0153  -0.001
Si  5.9057  8.1616  26.2242  0.0095  0.0024  -0.0127
Si  9.7662  8.1897  26.3496  0.0069  0.0017  -0.0261
Si  0.138  9.4773  26.2972  -0.0144  -0.0015  -0.0054
Si  3.9821  9.533  26.2312  -0.0134  -0.0122  -0.0102
Si  7.814  9.5156  26.2947  -0.0097  -0.0034  -0.0239
Si  0.0713  0.0249  28.1306  0.012  -0.0045  -0.003
Si  3.9335  0.0121  28.1165  0.0117  0.0012  0.0074
Si  7.8011  0.0358  28.137  0.0032  0.0021  0.0017
Si  2.0006  1.378  28.0999  -0.0144  -0.0067  -0.0008
Si  5.8664  1.3771  28.097  -0.0009  -0.0051  -0.0059
Si  9.738  1.408  28.0956  0.0007  0.0009  0.0058
Si  0.0931  5.4309  28.0378  0.0022  0.0109  -0.0066
Si  3.9302  5.4079  28.0936  -0.0034  0.0068  -0.0021
Si  7.7635  5.4384  28.0695  -0.0048  0.0164  0.0013
Si  2.0135  6.7886  28.1324  -0.0053  -0.0147  0.0034
Si  5.8439  6.793  28.1307  0.0053  -0.0114  -0.0077
Si  9.7301  6.751  28.1719  -0.0005  -0.0038  0.0058
Si  1.9336  2.7345  30.0392  0.0569  0.0614  0.0455
Si  5.8008  2.7345  30.0392  0.034  0.0672  0.0081
Si  9.6679  2.7345  30.0392  0.0768  0.0525  0.1538
Si  0  4.1018  30.0392  0.0995  -0.1756  -0.3144
Si  3.8672  4.1018  30.0392  0.0688  -0.2  0.1309
Si  7.7343  4.1018  30.0392  -0.0159  -0.1389  -0.2051
Si  1.9336  8.2035  30.0392  0.1121  -0.0333  -0.029
Si  5.8008  8.2035  30.0392  -0.0265  -0.0698  -0.0537
Si  9.6679  8.2035  30.0392  0.0396  -0.1055  0.1617
Si  0  9.5708  30.0392  0.0269  -0.0071  0.0634
Si  3.8672  9.5708  30.0392  0.0644  0.0264  0.0356
Si  7.7343  9.5708  30.0392  0.073  0.0256  0.0314
Si  0  0  31.9728  -0.0131  0.0982  0.1134
Si  3.8672  0  31.9728  -0.0146  -0.0108  0.0254
Si  7.7343  0  31.9728  0.0043  -0.0296  0.056
Si  1.9336  1.3673  31.9728  0.0141  -0.0589  -0.029
Si  5.8008  1.3673  31.9728  -0.0022  -0.0472  -0.0826
Si  9.6679  1.3673  31.9728  -0.0111  -0.0601  -0.0068
Si  0  5.469  31.9728  0.012  0.2028  -0.0186
Si  3.8672  5.469  31.9728  -0.0012  0.0658  -0.047
Si  7.7343  5.469  31.9728  0.0089  0.0413  -0.0816
Si  1.9336  6.8362  31.9728  -0.0056  -0.0244  0.0414
Si  5.8008  6.8362  31.9728  0.0044  0.0806  -0.0481
Si  9.6679  6.8362  31.9728  0.0046  -0.0633  0.1118
Si  1.9336  2.7345  0.9679  -0.1234  -0.0159  0.0018
Si  5.8008  2.7345  0.9679  -0.0357  0.0322  0.0534
Si  9.6679  2.7345  0.9679  0.0707  0.0217  0.049
Si  0  4.1018  0.9679  -0.1348  0.0288  0.2778
Si  3.8672  4.1018  0.9679  -0.1488  0.0305  0.1713
Si  7.7343  4.1018  0.9679  0.0747  0.0338  -0.1833
Si  1.9336  8.2035  0.9679  -0.1342  0.0184  -0.0421
Si  5.8008  8.2035  0.9679  -0.0338  0.1096  -0.377
Si  9.6679  8.2035  0.9679  -0.0567  0.0388  0.3708
Si  0  9.5708  0.9679  -0.0024  -0.042  0.3554
Si  3.8672  9.5708  0.9679  -0.1478  -0.0835  -0.1439
Si  7.7343  9.5708  0.9679  0.0327  -0.0166  -0.0952
Si  -0.0567  -0.0341  2.9835  -0.0007  0.0122  -0.0026
Si  3.7837  0.0117  2.8679  0.0137  0.0018  0.0069
Si  7.7193  0.0196  2.8773  0.0154  0.0073  -0.0027
Si  1.8484  1.3789  2.9123  -0.0065  -0.0052  -0.0105
Si  5.7343  1.3271  2.8734  -0.0091  -0.0033  0.0006
Si  9.6539  1.3685  2.9079  0.0022  -0.0142  0.0022
Si  -0.0953  5.4824  2.9541  -0.0123  0.0124  -0.0034
Si  3.77  5.4985  2.9096  -0.0079  -0.0041  -0.0075
Si  7.6923  5.5023  2.8594  -0.0171  -0.0035  -0.0054
Si  1.8225  6.8633  2.9169  0.0107  -0.0113  -0.0087
Si  5.7297  6.8022  2.8184  0.0124  -0.0093  0.0088
Si  9.6169  6.901  3.0001  0.0094  -0.0153  0.0005
Si  1.7963  2.836  4.7887  0.0243  0.0087  0.0234
Si  5.6261  2.6957  4.7731  -0.0143  0.0031  -0.0054
Si  9.5704  2.7141  4.8563  0.0046  0.0289  0.0212
Si  -0.1357  4.1788  4.9681  -0.0431  -0.0144  0.0117
Si  3.7615  4.1441  4.8544  -0.0014  -0.004  0.0146
Si  7.6016  3.9701  4.6362  0.0133  0.0033  0.0124
Si  1.7975  8.2439  4.8401  0.031  0.0195  0.0061
Si  5.7563  8.2452  4.6252  0.0184  0.0007  0.001
Si  9.6103  8.1895  5.0789  0.0306  0.0153  0.0101
Si  -0.1059  9.6655  5.0851  -0.0198  0.0006  0.0296
Si  3.7783  9.5452  4.7537  -0.026  0.0006  0.0157
Si  7.6793  9.5795  4.7865  -0.0229  0.0004  0.0196
Si  -0.1894  0.3134  7.0495  -0.0076  0.0103  -0.0355
Si  3.645  0.0294  6.6147  0.0014  0.027  -0.0298
Si  7.346  0.0767  6.6294  0.0247  0.0219  -0.015
Si  1.8322  1.53  6.7239  -0.0022  -0.0099  -0.0101
As  5.5275  1.5875  6.8986  -0.0075  -0.0025  0.0016
Si  9.312  1.4263  6.8599  0.005  -0.0254  -0.0111
Si  0.0935  5.4529  7.0558  0.0052  0.0613  -0.0247
Si  3.8584  5.696  6.6551  -0.0137  0.0171  -0.0185
Si  7.6089  5.3088  6.4936  0.0361  0.0217  -0.0191
As  1.8849  7.0749  6.91  -0.0101  -0.0208  0.0022
As  5.8595  6.9993  6.5967  0.0031  -0.0089  0.0051
Si  9.4612  6.647  7.0349  -0.0097  -0.0623  -0.0218
O  12.2349  4.5576  8.378  0.0109  -0.041  0.0312
O  6.9411  9.9926  7.8815  -0.0153  -0.0104  0.0285
O  8.6926  7.2345  8.4331  -0.0156  0.0168  0.0255
O  3.3084  9.9808  7.9135  -0.0043  -0.0186  0.0235
O  9.1262  2.3692  8.2387  -0.0063  0.0161  0.0059
O  7.441  4.3387  7.8465  0.0016  -0.0108  0.0194
O  4.0396  5.1931  8.2507  0.0108  0.0011  0.0101
O  -0.1225  10.8114  8.6862  -0.0008  -0.0015  0.0299
O  2.2192  2.4486  8.0811  -0.0015  0.0091  0.0063
O  3.9934  9.9508  22.9467  -0.0044  -0.0105  -0.0122
O  5.8687  8.0342  22.8926  -0.0124  0.0219  -0.0251
O  5.7328  10.004  20.9711  0.0081  0.0042  -0.028
O  4.2449  4.443  23.0048  -0.0021  -0.0093  -0.0211
O  9.7966  7.7842  23.1069  0.0035  -0.0187  -0.017
O  0.2565  5.4436  22.3716  -0.0007  -0.0002  -0.0422
O  8.0971  4.8981  22.5409  0.0044  -0.0196  -0.0583
O  11.1941  10.077  23.0773  -0.0091  -0.0026  0.0027
O  9.7506  2.0795  23.0421  0.0062  0.0057  -0.0237
Si  -0.6404  18.3692  12.563  0.003  -0.005  0.0022
Si  -0.0817  5.6221  20.7523  -0.0035  -0.0011  0.0035
Si  8.4256  0.4812  11.3122  0.006  0.0063  0.0038
Si  5.851  -1.9687  16.92  -0.0057  0.0036  -0.002
Si  8.3795  3.6226  8.9712  0.0187  0.0014  -0.0165
Si  -10.1764  7.0428  18.451  0.0037  -0.0012  -0.0047
Si  -3.6413  10.7968  15.9397  0.004  -0.0002  -0.0008
Si  -0.2071  0.7647  10.0786  0.007  0.0137  -0.0154
Si  -5.0203  10.0373  9.4734  -0.0039  -0.0056  -0.0146
Si  12.8628  2.8841  20.5361  -0.0078  -0.0071  0.0052
Si  -6.1196  0.7672  17.0367  -0.0028  -0.0027  -0.0022
Si  -3.8526  3.2607  11.9046  -0.0043  0.0044  -0.0003
Si  9.821  9.3046  22.5953  -0.0028  0.0213  -0.0004
Si  1.4439  9.6252  11.569  0.0054  0.0038  -0.0012
Si  5.6798  7.6528  14.3177  0.0046  0.0008  -0.0002
Si  4.9104  9.0119  21.9802  0.0058  -0.0062  0.0106
Si  8.6926  4.7152  21.0185  -0.0083  -0.0003  0.0203
Si  14.6286  4.6808  11.5941  0.0045  -0.0062  -0.0108
Si  4.8627  3.7109  16.712  0.0024  0.006  -0.0034
Si  10.114  2.001  21.4644  -0.0075  0.0056  0.0116
Si  4.5994  6.2247  9.4133  -0.0032  0.0071  0.0025
Si  1.3639  14.2461  9.1882  0  0.0088  -0.0095
Si  1.5264  -4.9391  13.8655  0.0101  0.0015  0.0034
Si  3.7097  9.2942  9.3299  -0.0011  -0.0081  0.0012
Si  -6.278  15.4476  13.6399  0.0006  -0.0008  0
Si  8.3935  9.1272  13.4019  0.0024  0.0046  -0.0009
Si  7.5611  18.0787  9.6419  0.004  0.003  -0.0189
Si  3.9084  6.8039  20.066  -0.0084  0.0077  0.0048
Si  1.4  9.7725  16.7376  0.009  -0.005  -0.0046
Si  9.422  5.375  11.0405  0  0.0006  -0.0143
Si  -5.327  10.0812  19.437  0.0012  -0.0017  0.0135
Si  3.7815  4.2131  21.4595  0.0095  -0.002  0.0303
Si  1.923  4.5589  16.5891  -0.0009  -0.0003  -0.0074
Si  5.9465  4.7174  19.4594  -0.002  -0.0025  -0.0012
Si  1.3125  1.6977  17.7803  -0.0006  0.0069  -0.0002
Si  -2.2014  10.2336  19.9336  0.0042  0.0051  0.0111
Si  10.5726  -10.8379  17.3358  -0.0042  0.0041  -0.009
Si  2.9385  -2.1765  14.1283  0.0001  -0.0069  0.0063
O  -7.0444  2.0977  16.8984  0.0011  0.0005  -0.0028
O  7.4911  15.7441  19.9305  -0.007  0.0021  -0.0088
O  -0.8826  6.2259  11.4782  0.0044  0.0094  0.0033
O  9.5176  0.7319  20.6727  -0.0029  -0.0205  -0.0154
O  1.7781  5.3592  12.3868  -0.0046  0.0105  0.005
O  4.1127  7.7428  9.1108  0.0038  -0.0032  -0.008
O  7.1038  8.6251  10.0617  0.0016  0.004  -0.0071
O  12.1369  4.2668  20.0597  -0.0002  -0.0054  0.0033
O  9.5465  4.6413  9.5641  -0.0099  0.0082  0.0037
O  -1.7139  5.7739  20.6447  0.0041  0.0054  -0.0032
O  5.0388  3.7812  20.4865  0.0063  0.0057  -0.0137
O  -8.4451  5.6177  20.9094  0.0017  0.0099  -0.01
O  5.6015  7.6565  15.9822  0.0034  -0.0028  -0.0065
O  -0.2997  12.4069  17.8212  0.0052  0.0035  -0.0025
O  7.4454  3.256  10.2739  -0.0087  0.0008  0.019
O  6.2257  6.2105  9.4425  -0.0017  -0.0008  -0.0134
O  -4.8323  11.9231  16.0194  0.0038  0.0025  -0.0026
O  3.978  4.0469  12.7931  0.0024  0.0024  -0.0035
O  -3.7241  -0.9435  19.4865  -0.0152  0.0092  -0.0027
O  8.2257  6.4781  10.9695  0.0129  -0.0101  0.0039
O  2.6221  7.1649  14.1255  -0.0045  0.0077  -0.0033
O  -0.1119  10.2151  16.2504  -0.0023  0.0029  -0.0056
O  4.997  10.1564  9.857  0.0141  0.0047  -0.0031
O  13.9553  3.7319  10.4332  0.0114  0.0051  0.0074
O  -10.4162  5.7331  17.4721  -0.0025  0.0017  -0.0018
O  1.4905  2.9983  16.8058  0.0005  0.001  0.0016
O  0.5527  6.8505  19.8437  0.0017  0.003  -0.0017
O  3.9843  5.7677  10.8437  -0.0067  -0.0065  0.0048
O  4.5537  8.762  13.8695  -0.0058  -0.0012  -0.0058
O  12.376  11.0654  11.2195  0.0036  -0.0065  -0.0023
O  -9.981  4.8644  15.0156  -0.0002  0.0066  -0.0091
O  4.8677  -0.6856  16.5366  0.0031  0.0061  -0.003
O  -6.2246  -7.0022  15.1746  -0.0005  0.0004  -0.004
O  2.3932  -1.5812  15.5345  -0.0041  0.0003  -0.0034
O  5.7087  8.7981  18.5462  0.0039  0.007  -0.0046
O  9.8699  9.1076  20.9901  -0.0082  0.0134  -0.017
O  -1.2504  10.0846  18.6332  0.0024  0.0014  -0.0077
O  5.8961  15.1064  17.9085  -0.0019  -0.0016  -0.0071
O  1.8621  2.0848  19.2559  -0.0082  -0.0027  -0.0094
O  2.5755  3.1266  21.4729  -0.0143  -0.0014  -0.0089
O  -3.0464  -0.6315  14.5166  -0.0036  -0.0026  -0.0038
O  1.1428  8.4816  17.7208  -0.0016  0.0066  -0.0064
O  7.4059  -1.5006  16.6638  0.0061  0.0105  -0.0059
O  6.5574  3.8637  12.8065  -0.002  0.0023  -0.0052
O  9.0688  4.2134  12.1391  0.0013  0.0007  -0.003
O  5.863  0.5308  18.6349  -0.001  -0.0044  -0.009
O  9.3712  3.2639  20.798  0.0059  -0.0024  -0.0027
O  -2.4297  0.5753  16.7191  -0.0045  -0.0039  -0.007
O  0.2789  19.4361  11.7401  -0.0025  -0.0014  -0.0054
O  5.3589  6.2399  19.5862  0.0046  -0.0037  -0.0013
O  0.2135  2.3212  9.8116  -0.0026  -0.0168  0.0003
O  3.5196  4.6058  16.9279  -0.0021  -0.0019  -0.0038
O  7.3303  0.3881  10.1083  0.0055  -0.0041  -0.0069
O  13.8649  -1.2564  12.9703  0.0002  -0.0055  0.0002
O  3.0181  -3.7944  18.769  -0.0096  0.0056  -0.0078
O  8.3254  9.9835  12.0359  0.0052  -0.0037  0.006
O  -3.5582  12.6491  12.3235  0.003  -0.0063  -0.0102
O  8.4299  -0.8764  23.0641  0.0084  -0.0016  -0.002
O  3.9613  8.0946  21.0415  -0.0027  -0.0087  -0.0109
O  2.004  0.243  17.3901  -0.003  -0.0032  -0.0004
O  9.8931  11.6826  10.6848  -0.0093  0.0001  -0.0017
O  -1.9409  8.1281  13.2349  -0.0045  0.0058  -0.0061
O  2.4689  9.2799  10.3618  -0.0067  0.0022  0.0025
O  -16.107  -2.7323  13.7389  0.0001  0.0024  -0.0052
O  0.1438  2.0024  21.3256  0.0109  0.0195  -0.0155
O  5.4441  6.145  13.7476  0.0033  0.004  -0.0044
O  0.0791  6.7359  13.8516  0.0049  0.0051  -0.0045

Results
free energy: -166476.128 eV
free energy less fixed offsets of As -4856.12, O -568.88, Si -635.61 eV per atom: 0.792 eV

The program warned: the cutoff lies below the one the program advises for these potential files; the forces do not sum to zero within the program's tolerance; the exchange-correlation potential is rough where the density is thin.
